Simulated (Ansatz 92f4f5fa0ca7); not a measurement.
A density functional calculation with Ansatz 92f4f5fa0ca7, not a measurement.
Periodic cell of 237 atoms, Si146O90P1, from a study of silicon, its oxide and their interface. The atomic structure is a simulated model.
Doubt: the cutoff is far below the 930 eV that the study's wrapper takes by default for these files, so forces and energies are approximate.
This geometry differs little from another in the collection (a relaxation step or a small displacement).

Settings
functional: PBE
potential files: Ansatz PAW
basis: plane waves
wave-function cutoff: 580 eV
density cutoff ratio: 5
exchange-correlation grid ratio: 1
k mesh: 1 x 1 x 1, Gamma-centred
self-consistency stop: 5e-08 eV per atom in the density residual
occupations: fixed
spin: none
net charge: +1 e, with a uniform compensating background and no finite-size correction

Cell vectors (angstrom)
a 11.6015 0 0
b 0 10.938 0
c 0 0 32.0622

Atoms and the computed forces on them: element, x, y, z (angstrom), force x, y, z (eV/angstrom)
Si -0.1897 -0.0513 23.2519 0.0061 -0.0073 -0.0117
Si 3.6691 0.215 23.0685 -0.0832 0.0403 -0.0011
Si 7.5446 -0.1363 23.4467 0.0085 -0.0024 -0.0225
Si 1.6922 1.3958 23.4138 0.0389 -0.0329 0.0307
Si 5.7346 1.4119 23.1602 0.0265 -0.0016 -0.0326
Si 9.44 1.225 23.3427 -0.0042 -0.0107 0.0159
Si 0.145 5.3037 23.4454 0.0023 0.174 0.0207
Si 4.1024 5.3018 23.4189 0.0105 0.1431 -0.0077
Si 8.0435 5.5918 23.5964 -0.099 0.0393 0.0701
Si 2.138 6.6247 23.3521 0.0342 -0.1509 0.0024
P 5.9612 6.7549 23.5977 0.2125 -0.2571 -0.1097
Si 10.0064 6.9071 23.6003 -0.0006 -0.1764 0.0027
Si 1.9108 2.6742 25.3812 -0.0001 0.0128 0.0202
Si 5.8377 2.6289 25.2422 -0.0109 0.0089 0.0586
Si 9.6392 2.682 25.2421 -0.0611 0.0128 0.0797
Si 11.6001 4.0139 25.3791 0.0073 -0.0277 0.0203
Si 3.9182 3.9695 25.346 -0.0159 -0.0419 -0.0319
Si 7.7312 4.0719 25.3805 0.0925 -0.0224 -0.0883
Si 1.9702 8.1661 25.186 -0.0523 -0.009 -0.026
Si 5.7747 8.1947 25.4069 -0.0346 0.0411 -0.1642
Si 9.7168 8.2755 25.4472 0.0141 0.0205 -0.0165
Si 11.6387 9.5846 25.2491 0.0103 -0.0052 0.012
Si 3.8534 9.5997 25.031 0.0692 -0.0062 0.061
Si 7.7047 9.5365 25.408 -0.0203 0.0021 0.0636
Si 11.6511 0.0018 27.1993 -0.0034 0.0091 0.0531
Si 3.9117 -0.063 27.1103 -0.0211 0.0482 0.0097
Si 7.7574 -0.0204 27.3074 0.0094 0.028 -0.0017
Si 1.9977 1.3185 27.2813 -0.0117 -0.0279 -0.0189
Si 5.8308 1.3209 27.214 0.0058 -0.0127 -0.0602
Si 9.6896 1.341 27.2058 0.0252 -0.0264 -0.0366
Si 11.5935 5.4741 27.2343 0 0.0033 -0.0218
Si 3.8418 5.4238 27.2289 0.0267 0.0065 -0.0042
Si 7.7279 5.4625 27.2843 -0.0157 -0.0032 0.0079
Si 1.9384 6.8301 27.1644 -0.0187 0.0072 0.0151
Si 5.7659 6.7796 27.2831 -0.0107 -0.0217 0.075
Si 9.6609 6.8267 27.2989 0.0135 -0.0068 0.0219
Si 1.9489 2.7211 29.1891 0.0022 -0.0037 -0.0041
Si 5.7979 2.7261 29.1356 0.0004 -0.0012 -0.0177
Si 9.68 2.7271 29.1458 0.0181 0.007 -0.0239
Si 0.0152 4.0955 29.1564 -0.0034 0.0005 0.0267
Si 3.8668 4.0928 29.1828 -0.003 -0.011 0.001
Si 7.7381 4.086 29.1979 -0.0112 0.011 0.0082
Si 1.9415 8.1935 29.1152 -0.0057 0.0013 0.0144
Si 5.7986 8.1963 29.1839 -0.0066 -0.0246 0.028
Si 9.6767 8.1986 29.2195 -0.0017 0.0079 0.0335
Si 0.0089 9.5673 29.1459 0.0093 -0.006 -0.0407
Si 3.8742 9.5638 29.1094 -0.0047 -0.0318 -0.0353
Si 7.739 9.5513 29.2222 0.0174 -0.0198 -0.0176
Si 0.0043 0.0034 31.0926 0.0008 0 -0.0006
Si 3.8625 0.009 31.0633 0.0022 0.0129 0.0015
Si 7.7325 0.0143 31.1245 -0.0017 -0.0002 -0.005
Si 1.9317 1.3728 31.1234 -0.0032 0.0017 -0.0027
Si 5.7969 1.372 31.0723 0.0033 0.0025 0.0041
Si 9.6718 1.3675 31.0923 -0.0012 -0.0081 0.0087
Si 0.013 5.4677 31.0926 0.0015 0.0058 -0.0029
Si 3.8703 5.4805 31.1069 -0.0032 0.0191 0.0018
Si 7.7443 5.4706 31.1288 0.0055 0.0048 0.0066
Si 1.9387 6.8467 31.0705 0.003 -0.01 -0.0061
Si 5.807 6.8325 31.116 -0.0007 0.0167 -0.01
Si 9.6829 6.8315 31.1473 0.0015 -0.0104 -0.0108
Si 1.9333 2.7561 0.9911 0.0076 -0.0048 0.016
Si 5.7981 2.7555 0.9333 -0.009 -0.004 0.001
Si 9.6695 2.74 0.9698 0.0019 0.0019 0.0114
Si -0.0081 4.1123 0.9644 -0.0116 0.0004 -0.0143
Si 3.8666 4.122 0.9833 0.005 -0.0095 -0.0052
Si 7.7418 4.1133 1.0025 0.0055 0.0063 -0.002
Si 1.9324 8.2205 0.9459 0.0003 0.0004 -0.0166
Si 5.7986 8.2339 0.9654 0.003 -0.0179 -0.0093
Si 9.6721 8.2254 1.0095 -0.0043 0.0022 0.0002
Si 0.0013 9.5942 0.9825 -0.004 0.0052 0.014
Si 3.8613 9.595 0.9577 -0.0015 -0.005 0.0111
Si 7.7398 9.5837 0.9905 0.0054 -0.0007 0.0081
Si 11.6125 0.0405 2.9219 -0.0006 -0.0012 -0.0044
Si 3.8585 0.0274 2.9142 -0.0038 0.0047 -0.0057
Si 7.7429 0.029 2.9076 0.0005 0.0011 -0.0023
Si 1.9377 1.4067 2.9313 -0.0014 -0.0009 -0.0042
Si 5.813 1.3715 2.8376 0.0039 -0.0022 -0.0007
Si 9.6637 1.391 2.9223 0.0004 -0.0023 -0.0051
Si 11.5687 5.5097 2.8713 -0.0058 -0.0035 0.0006
Si 3.879 5.504 2.9155 0.0045 -0.0003 -0.0048
Si 7.74 5.5208 2.9253 -0.0017 -0.0092 -0.0046
Si 1.916 6.8284 2.8587 0.0014 0.0046 0.0056
Si 5.8112 6.8665 2.887 0.0003 0.0155 0.0019
Si 9.6631 6.9056 2.9756 0.0003 0.0072 -0.0014
Si 1.9158 2.8385 4.8259 -0.0037 -0.0066 0.0089
Si 5.8385 2.7291 4.7481 -0.0004 -0.0058 0.0016
Si 9.6008 2.802 4.8339 -0.0068 -0.0053 0.0027
Si 11.5435 4.1377 4.7797 0.0052 0.0055 0.0079
Si 3.9213 4.1026 4.8251 -0.0035 -0.0008 0.0069
Si 7.7183 4.2092 4.8876 0.0054 0.0064 0.0053
Si 1.8896 8.1533 4.8003 -0.0017 -0.0045 0.0073
Si 5.8104 8.2663 4.7868 -0.0007 -0.0164 0.0078
Si 9.6636 8.33 4.9125 -0.0005 -0.0061 0.0068
Si 11.6357 9.6584 4.886 0.0002 0.0063 0.0051
Si 3.8194 9.4908 4.7878 0.0044 0.005 0.0063
Si 7.7232 9.6828 4.8917 -0.0001 0.0044 0.0015
Si 11.5978 0.2355 6.7783 -0.0011 0.0056 -0.0118
Si 3.754 -0.0499 6.659 -0.0057 -0.0005 -0.0186
Si 7.7126 0.0593 6.9167 -0.0028 0.0063 -0.0139
Si 2.0489 1.5072 6.7628 -0.0045 0.003 -0.0139
Si 5.7122 1.2778 6.6265 0.0122 -0.0001 -0.0048
Si 9.6448 1.5217 6.8322 0.0052 -0.0016 -0.0169
Si 11.526 5.5022 6.6995 -0.0016 0.0065 -0.0131
Si 3.9828 5.4356 6.7934 0.001 0.01 -0.0056
Si 7.7398 5.675 6.8334 0 0.0124 -0.0116
Si 1.9757 6.6446 6.6528 0.0001 -0.0083 -0.013
Si 5.813 6.9783 6.7473 0.0027 -0.0015 -0.0208
Si 9.7565 7.0441 6.9148 0.0017 -0.0121 -0.0107
O 10.0015 7.9715 8.3012 0.0091 0.0258 0.0089
O 7.6628 9.9357 8.2219 -0.0122 -0.0185 0.0056
O 7.4036 4.741 8.1691 0.0001 -0.0136 0.0243
O 3.3707 10.351 8.206 -0.0005 -0.0128 0.0176
O 2.0332 7.5545 8.0248 -0.0026 0.0171 0.0165
O 4.0028 4.5895 8.2468 0.0008 -0.0194 -0.0017
O 9.7765 2.4514 8.2152 0.0052 0.0282 0.0113
O 2.6133 2.3434 8.1201 0.0196 0.0128 0.0013
O 11.3845 4.5761 8.0666 -0.0101 -0.0222 0.0068
O 5.3618 2.3738 7.8175 -0.0159 0.0153 -0.0015
O 5.8148 7.9844 8.0812 0.0073 0.0278 0.0138
O 11.3161 10.3142 8.1529 -0.0114 -0.0253 0.0122
O 11.289 10.0903 21.7781 0.0032 -0.0044 0.0085
O 3.1897 10.7492 21.4975 0.0568 -0.001 0.0101
O 5.8292 7.6147 22.2307 0.0334 0.3522 -0.2726
O 4.3252 4.5494 21.9561 0.0437 -0.0017 0.0197
O 7.6601 9.6157 22.2413 0.0068 0.0174 -0.0045
O 10.2994 7.6918 22.181 0.0149 0.0762 -0.0528
O 1.6476 2.4593 22.1399 -0.037 0.0345 -0.0409
O 5.9479 2.4606 21.8648 -0.0113 -0.0185 0.0243
O 8.3439 4.7445 22.2201 -0.0716 0.0079 -0.0538
O -0.1002 4.4569 22.0204 0.0206 -0.0743 -0.0284
O 2.3392 7.3705 21.8978 -0.0098 0.0256 -0.0488
O 9.1069 1.8846 21.8554 0.0071 0.009 -0.0293
Si 1.9151 7.7843 9.6101 0.0032 0.0092 -0.0029
Si 5.0658 0.5801 17.6809 0.0045 0.002 -0.0369
Si 2.4885 5.4126 14.0206 0.0001 0.0025 -0.0185
Si 10.5526 3.8656 14.0324 0.0034 0.0071 -0.0268
Si 8.2786 2.3804 15.246 -0.0044 -0.0041 -0.0283
Si 9.5741 2.2318 20.3347 -0.0152 0.0771 -0.0076
Si 10.5078 3.6492 9.0736 -0.003 -0.001 -0.0077
Si 0.0365 2.3147 11.5605 -0.0022 0.008 -0.0029
Si 11.0235 8.136 15.3983 -0.0091 0.0028 -0.0251
Si 5.1655 6.9275 13.9956 0.0038 -0.0002 -0.0207
Si 5.7522 2.6163 11.1167 -0.0012 0.0143 -0.0024
Si 8.5743 7.6739 19.3864 0.0051 -0.0232 -0.0138
Si 8.1379 4.8569 20.599 -0.0496 0.0154 0.0472
Si 5.9277 9.5831 15.1908 0.0003 -0.0014 -0.0181
Si 2.0796 7.6237 20.308 0.0039 0.0349 0.0305
Si 1.908 4.8824 18.7621 0.0058 0.0187 -0.0374
Si 4.4775 3.4369 18.0038 0.0172 0.0079 -0.0215
Si 8.5042 8.9304 16.8145 -0.0007 -0.0078 -0.0448
Si 0.8297 9.4802 13.2992 0.0028 0.0064 -0.0144
Si 9.9119 10.6507 11.7211 0.0038 -0.0074 -0.005
Si 5.3755 3.7253 20.98 0.02 0.067 0.0173
Si 0.5716 5.5177 16.249 -0.004 0.0041 -0.0307
Si 10.7858 9.1504 9.1488 -0.0074 -0.0011 -0.0134
Si 6.5695 8.8243 21.3296 -0.2226 -0.0992 0.1261
Si 7.1148 7.1102 11.4896 0.0036 0.0044 -0.0069
Si 2.675 0.734 12.2172 0.0029 -0.0046 -0.0101
Si 10.8704 8.6942 21.0281 0.0165 -0.044 0.0155
Si 6.0348 4.3184 15.6348 0.0004 0.0085 -0.0275
Si 7.0827 0.4857 12.9664 0.0015 0.0003 -0.0116
Si 4.0596 2.9821 8.5942 -0.0104 0.0066 0.0017
Si 0.8796 6.7423 11.8988 0.003 0.0014 -0.0031
Si 6.5688 9.0491 9.0761 0.0025 0.0007 -0.0048
Si 0.6738 3.2945 21.1425 -0.0284 0.0039 0.0188
Si 9.795 6.5185 12.8923 -0.0087 0.0048 -0.0091
Si 7.7183 4.5377 9.755 0.0036 -0.0018 -0.002
Si 3.9579 10.0564 20.2177 0.1381 -0.0741 0.0144
Si 4.2614 3.0324 13.5292 0.002 -0.0033 -0.0199
Si 3.8539 10.0118 9.7366 0.0003 -0.0013 0.0015
Si 8.0705 0.7821 18.0186 -0.0225 -0.0077 -0.0534
O 11.5042 3.238 12.8845 -0.0078 0.0065 0.01
O 9.3433 4.4709 9.8844 -0.0031 0.0035 -0.0045
O 8.8816 3.6272 19.8718 0.0146 -0.0159 0.0738
O 4.1042 -0.0825 18.8231 0.0005 -0.0273 0.0805
O 11.3113 4.5359 15.3002 -0.0043 -0.0024 0.0177
O 9.8542 9.794 10.3233 -0.0087 0.0126 0.013
O 3.7702 1.5272 13.1379 0.0025 0.0085 0.0078
O 0.6494 9.0614 14.8671 0.0044 -0.002 0.0173
O 6.4936 1.0034 18.383 0.0046 0.0049 0.0072
O 4.7076 3.1834 19.6133 -0.0035 0.0051 0.0133
O 6.2496 1.1789 11.7374 0.0065 -0.0084 -0.0003
O 0.5459 8.6347 9.8704 0.0133 -0.0031 -0.0037
O 5.6343 4.3083 17.2332 -0.0067 -0.0038 0.0135
O 8.4419 7.2184 12.3976 0.0062 -0.0008 0.0027
O 4.407 2.6364 10.1547 0.0133 -0.0023 0.014
O 2.0613 5.6375 15.5777 -0.0035 -0.0012 0.0159
O 3.3751 0.0631 10.9162 -0.0089 0.0111 0.0051
O 5.8867 7.2149 12.5552 -0.0078 -0.0023 0.0081
O 2.2964 6.3464 19.351 -0.0047 -0.0281 0.0017
O 0.6269 4.9258 17.767 -0.0056 -0.0005 0.0135
O 8.4158 10.6908 12.3693 -0.0101 0.0064 0.0041
O 5.4734 10.0771 9.6932 -0.0075 0.0068 -0.0085
O 0.553 8.1573 20.1892 -0.0011 0.0028 0.0129
O 9.7617 2.603 14.6624 -0.0057 0.0014 0.0099
O 1.9985 10.5927 13.2237 -0.0057 -0.0039 0.0062
O 9.9548 9.107 16.1275 0.0034 0.0004 0.0187
O 6.1452 10.3467 13.7642 -0.0016 -0.0024 0.0059
O 7.4501 1.5915 14.101 0.0008 0.006 0.0203
O 1.6403 3.9329 20.0364 0.0026 -0.0028 0.0089
O 5.9074 5.7858 14.925 -0.0023 -0.0038 0.0153
O 7.3529 8.946 15.682 0.0014 0.0055 0.0128
O 1.5154 1.6758 11.606 -0.003 0.001 -0.0059
O 7.1906 8.2881 10.3661 0.003 -0.0119 0.0092
O 4.3158 1.9731 17.2921 0.0016 -0.0039 0.0214
O 7.0352 3.1642 10.283 -0.0063 -0.0055 -0.0048
O 11.5425 7.0064 16.4397 0.0022 -0.0044 0.0117
O 8.2641 10.1334 17.8533 0.0069 0.0009 0.0314
O 3.2688 8.5355 10.1022 -0.0039 -0.0014 -0.0112
O 7.5824 3.8264 15.5324 -0.0023 -0.0057 0.0183
O 3.1159 4.2889 17.8747 -0.0038 -0.0111 0.0198
O 2.9014 3.8847 13.6998 0.0011 0.0023 0.0019
O 1.3419 8.2015 12.4479 -0.0031 0.0062 0.0027
O 1.2073 5.6767 13.0674 0.001 -0.0017 0.0059
O 4.9826 8.2978 14.871 -0.0009 0.0038 0.0162
O 11.1997 2.3438 20.3669 0.0021 0.0053 0.0279
O 10.9767 9.9823 12.7553 0.0101 0.0001 0.0076
O 5.2925 3.5714 12.369 -0.005 0.0016 0.01
O 5.0808 3.1924 14.9248 -0.0026 -0.0024 0.0168
O 6.5137 4.7879 20.4593 0.0467 -0.0723 0.0193
O 8.4205 1.545 16.635 0.0059 0.0128 0.0026
O 10.4156 1.238 11.4568 0.0011 0.0008 -0.0057
O 10.8736 6.6225 11.6656 -0.0031 -0.0004 -0.0054
O 3.196 8.6892 19.8198 -0.0155 0.0293 0.0106
O 1.7148 6.4379 10.5228 -0.0047 -0.0059 0.0006
O 7.1386 8.1416 19.997 -0.0264 0.0132 0.0731
O 8.4781 7.5885 17.7642 -0.0017 0.0102 -0.0031
O 3.6754 6.4256 13.6215 -0.003 -0.0019 0.0078
O 9.5548 4.9683 13.344 0.0033 -0.0005 0.0051
O 5.448 9.8738 20.8651 -0.0694 -0.081 -0.0031
O 10.3161 7.3733 14.1599 0.0016 -0.0003 0.0145
O 8.8242 6.1811 19.9774 -0.0082 -0.0057 0.0086
O 7.0766 5.7105 10.668 -0.0007 0.012 0.0031
O 5.2916 10.5465 16.3747 0.0069 -0.0076 0.0028
O 9.0697 1.1553 19.2443 0.0071 0.0048 0.0332
O 11.5807 3.1566 10.1746 0.0111 -0.0096 0.0088
O 9.6982 8.7463 19.9008 -0.013 -0.0059 0.0046

Results
free energy: -144757.021 eV
free energy less fixed offsets of O -568.88, P -755.39, Si -635.61 eV per atom: -3.371 eV

The program warned: the cutoff lies below the one the program advises for these potential files; the forces do not sum to zero within the program's tolerance; the exchange-correlation potential is rough where the density is thin.
